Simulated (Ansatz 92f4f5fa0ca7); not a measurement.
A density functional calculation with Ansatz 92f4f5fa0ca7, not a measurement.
Periodic cell of 354 atoms, Si240O114, from a study of silicon, its oxide and their interface. The atomic structure is a simulated model.
Doubt: the cutoff is far below the 930 eV that the study's wrapper takes by default for these files, so forces and energies are approximate.
This geometry differs little from another in the collection (a relaxation step or a small displacement).

Settings: functional PBE; potential files Ansatz PAW; basis plane waves; wave-function cutoff 580 eV; density cutoff ratio 5; exchange-correlation grid ratio 1; k mesh 1 x 1 x 1, Gamma-centred; self-consistency stop 5e-08 eV per atom in the density residual; occupations fixed; spin none; net charge 0.

Cell vectors (angstrom)
a	11.6015	0	0
b	0	13.3963	0
c	0	0	40.7748

Atoms and the computed forces on them: element, x, y, z (angstrom), force x, y, z (eV/angstrom)
Si	0	2.2327	1.1851	-0.0109	0.0401	0.0297
Si	3.8672	2.2327	1.1851	0.0004	0.032	0.0429
Si	7.7343	2.2327	1.1851	-0.0122	0.0424	0.0214
Si	1.9336	5.5818	1.1851	0.0028	-0.0252	0.0002
Si	5.8008	5.5818	1.1851	-0.006	-0.0226	-0.0144
Si	9.6679	5.5818	1.1851	-0.0022	-0.0226	-0.0121
Si	0	8.9308	1.1851	0.0014	-0.0361	0.0402
Si	3.8672	8.9308	1.1851	0.0124	-0.0034	-0.028
Si	7.7343	8.9308	1.1851	-0.0307	0.0095	-0.0121
Si	1.9336	12.2799	1.1851	0.0076	0.0223	-0.0022
Si	5.8008	12.2799	1.1851	-0.0066	0.0147	-0.0088
Si	9.6679	12.2799	1.1851	-0.011	0.027	0.0025
Si	1.9336	1.1164	1.9745	-0.0059	-0.1151	-0.0195
Si	5.8008	1.1164	1.9745	0.0366	-0.0962	-0.0112
Si	9.6679	1.1164	1.9745	0.0395	-0.1086	-0.0111
Si	0	4.4654	1.9745	-0.0396	-0.0087	-0.0068
Si	3.8672	4.4654	1.9745	0.0053	0.0326	0.014
Si	7.7343	4.4654	1.9745	0.0172	-0.0076	0.0095
Si	1.9336	7.8145	1.9745	0.021	0.0269	-0.0035
Si	5.8008	7.8145	1.9745	-0.0031	0.0552	0.0073
Si	9.6679	7.8145	1.9745	0.0303	0.0198	-0.0163
Si	0	11.1635	1.9745	0.0139	0.0818	-0.0232
Si	3.8672	11.1635	1.9745	0.023	-0.0411	-0.0029
Si	7.7343	11.1635	1.9745	-0.005	-0.0539	-0.0038
Si	1.9336	1.1164	4.3426	0.0292	-0.2601	0.2343
Si	5.8008	1.1164	4.3426	0.1025	-0.2589	0.156
Si	9.6679	1.1164	4.3426	0.1012	-0.2534	0.2561
Si	0	4.4654	4.3426	-0.0869	-0.0837	-0.1146
Si	3.8672	4.4654	4.3426	0.0334	0.051	-0.336
Si	7.7343	4.4654	4.3426	0.0267	-0.0555	-0.2961
Si	1.9336	7.8145	4.3426	0.0736	0.0805	0.035
Si	5.8008	7.8145	4.3426	-0.0019	0.158	-0.1484
Si	9.6679	7.8145	4.3426	0.0783	0.0539	0.0512
Si	0	11.1635	4.3426	0.0564	0.2694	0.4145
Si	3.8672	11.1635	4.3426	0.0866	-0.0453	0.0086
Si	7.7343	11.1635	4.3426	-0.0167	-0.0699	0.01
Si	0	0	36.4342	-0.0096	0.1331	-0.0035
Si	3.8672	0	36.4342	-0.0019	0.0623	-0.1882
Si	7.7343	0	36.4342	-0.0546	0.1915	0.0202
Si	1.9336	3.3491	36.4342	0.0254	-0.0023	-0.0394
Si	5.8008	3.3491	36.4342	0.037	-0.029	-0.1141
Si	9.6679	3.3491	36.4342	-0.1283	0.0229	-0.0637
Si	0	6.6981	36.4342	0.0517	-0.0535	0.0447
Si	3.8672	6.6981	36.4342	-0.0558	-0.0364	0.0939
Si	7.7343	6.6981	36.4342	-0.1414	-0.0357	0.0473
Si	1.9336	10.0472	36.4342	0.1229	0.0132	0.0593
Si	5.8008	10.0472	36.4342	-0.1705	0.0839	-0.0771
Si	9.6679	10.0472	36.4342	-0.0806	-0.002	0.2342
Si	0	0	38.8023	-0.0006	0.0623	0.0052
Si	3.8672	0	38.8023	0.0105	0.012	0.005
Si	7.7343	0	38.8023	-0.0285	0.0691	0.001
Si	1.9336	3.3491	38.8023	-0.0016	0.0185	0.0176
Si	5.8008	3.3491	38.8023	0.0168	0.0079	0.0207
Si	9.6679	3.3491	38.8023	-0.0446	0.0329	0.0178
Si	0	6.6981	38.8023	0.0182	-0.0298	0.0042
Si	3.8672	6.6981	38.8023	-0.0191	-0.0129	-0.0043
Si	7.7343	6.6981	38.8023	-0.0535	-0.008	-0.0108
Si	1.9336	10.0472	38.8023	0.0602	-0.0063	-0.0098
Si	5.8008	10.0472	38.8023	-0.0682	0.0135	0.0109
Si	9.6679	10.0472	38.8023	-0.0339	0.0001	-0.0089
Si	0	2.2327	39.5917	0.0099	-0.0308	-0.0163
Si	3.8672	2.2327	39.5917	0.002	-0.0223	-0.0228
Si	7.7343	2.2327	39.5917	0.0071	-0.0365	0.0131
Si	1.9336	5.5818	39.5917	-0.0037	0.0185	0.0141
Si	5.8008	5.5818	39.5917	0.0053	0.0272	0.009
Si	9.6679	5.5818	39.5917	0.007	0.0142	-0.0079
Si	0	8.9308	39.5917	-0.0015	0.0259	-0.0195
Si	3.8672	8.9308	39.5917	-0.0076	0.0048	0.0262
Si	7.7343	8.9308	39.5917	0.0256	-0.007	-0.004
Si	1.9336	12.2799	39.5917	-0.0026	-0.0224	-0.0209
Si	5.8008	12.2799	39.5917	0.0103	-0.0121	-0.0072
Si	9.6679	12.2799	39.5917	0.0019	-0.0285	-0.0184
Si	1.5882	0.0619	28.3801	0.0684	0.0359	-0.1869
Si	3.8287	0.6835	28.6488	-0.0082	-0.0453	0.1475
Si	7.6777	0.3178	29.1238	-0.0462	-0.1046	0.1209
Si	2.1879	3.7186	28.968	-0.0314	0.0658	0.0337
Si	5.7634	3.6204	29.3191	0.0769	-0.0136	0.0228
Si	9.1355	3.9389	28.8953	0.0697	-0.1334	-0.0648
Si	0.0221	6.7721	29.3235	0.1412	-0.1174	-0.0207
Si	3.6977	9.1555	30.0814	-0.097	-0.0228	-0.0497
Si	7.6895	6.9695	29.4993	0.0571	-0.1376	-0.0147
Si	1.5918	10.117	29.4183	0.2678	-0.1136	-0.1127
Si	5.7567	10.0272	29.3513	-0.0175	0.0358	0.0246
Si	9.5733	9.9727	29.4239	-0.0312	0.0219	0.0477
Si	0.2269	2.5412	29.2041	-0.1137	-0.0048	-0.0491
Si	3.8598	2.5411	30.0715	-0.0105	-0.0846	-0.2623
Si	7.6605	2.479	30.046	-0.0477	0.0238	-0.052
Si	1.9004	5.6958	30.2035	-0.078	-0.0039	-0.0888
Si	5.6763	5.8526	30.0133	-0.0907	0.1159	-0.0976
Si	9.6151	5.7907	30.1555	-0.0405	0.2104	-0.038
Si	-0.1408	8.8413	30.2733	-0.07	0.2319	-0.1729
Si	3.6118	6.9552	29.279	0.1136	-0.0037	0.0265
Si	7.6331	9.0896	30.3456	0.0119	0.0505	-0.0817
Si	0.9935	12.2153	30.2571	-0.2207	-0.1334	-0.0524
Si	5.9389	12.2446	30.0624	0.052	0.0977	-0.0787
Si	10.119	12.1031	30.2402	0.02	0.07	-0.0211
Si	-0.0407	2.2583	32.4515	0.0214	-0.05	0.008
Si	3.8349	2.2799	32.4151	0.0081	-0.0183	0.1801
Si	7.7276	2.3151	32.4165	0.0273	-0.0298	0.0301
Si	1.9024	5.5935	32.5409	-0.0193	-0.0212	-0.009
Si	5.7309	5.6597	32.4134	0.031	-0.0034	-0.0253
Si	9.6521	5.6342	32.5023	0.0266	0.0084	0.0255
Si	-0.0567	8.955	32.5867	-0.0665	0.0231	0.1444
Si	3.7953	8.9868	32.4567	0.0029	0.0381	-0.0569
Si	7.6747	8.9737	32.6495	0.0302	0.0293	-0.0023
Si	1.8273	12.3361	32.4556	0.0297	-0.0059	0.1286
Si	5.7986	12.3087	32.45	0.009	-0.0469	-0.053
Si	9.651	12.287	32.5444	-0.0188	-0.0394	0.001
Si	1.9099	1.1621	33.2476	-0.039	0.0138	-0.0157
Si	5.7911	1.165	33.1998	-0.0095	0.02	-0.013
Si	9.6333	1.1514	33.2603	0.0172	0.0156	0.0082
Si	-0.0379	4.4817	33.2802	0.0025	-0.0423	0.0282
Si	3.854	4.4892	33.2693	-0.0079	-0.0262	0.0174
Si	7.6842	4.5319	33.2286	-0.0023	0.0127	0.0276
Si	1.8967	7.8424	33.2842	0.0402	-0.045	0.0629
Si	5.7155	7.8573	33.2851	-0.0143	-0.0521	0.0727
Si	9.6238	7.839	33.3459	0.0195	-0.0439	0.0347
Si	-0.0293	11.1903	33.369	0.0037	0.0561	0.0101
Si	3.8153	11.2274	33.2026	0.0084	0.0055	0.0427
Si	7.6968	11.2145	33.3357	0.008	0.0358	0.003
Si	1.9314	1.1235	35.6304	0.0336	-0.0155	-0.0013
Si	5.7986	1.1225	35.6034	-0.0044	0.0116	-0.01
Si	9.6657	1.1217	35.6388	-0.028	-0.0023	-0.0278
Si	-0.0041	4.4562	35.6498	-0.0069	0.0312	-0.0138
Si	3.8703	4.4651	35.6411	-0.0063	0.0165	-0.0001
Si	7.7268	4.4747	35.619	0.0074	0.007	-0.0058
Si	1.9349	7.8156	35.6487	-0.0142	0.0102	-0.0012
Si	5.7867	7.8157	35.6494	0.0038	0.0021	-0.0082
Si	9.6637	7.8113	35.6839	-0.0042	0.0106	0.008
Si	-0.0022	11.1616	35.6999	0.0145	-0.0223	-0.0093
Si	3.8573	11.177	35.6049	-0.0103	0.0037	-0.0187
Si	7.7326	11.1754	35.6797	-0.0044	-0.0179	-0.0082
Si	0.0097	0.0238	5.2458	-0.0124	-0.0275	0.0105
Si	3.8805	-0.02	5.162	-0.0174	0.003	0.0333
Si	7.7448	-0.0261	5.1681	0.015	-0.0139	0.0036
Si	1.9411	3.3437	5.0745	-0.009	0.0048	0.0199
Si	5.7986	3.3494	5.0733	0.0071	0.027	0.0218
Si	9.6551	3.3319	5.1145	0.0001	-0.0027	0.0284
Si	0.0108	6.6888	5.1186	-0.0053	-0.0066	-0.002
Si	3.879	6.6963	5.1055	-0.0118	-0.0062	-0.0075
Si	7.7294	6.6943	5.0835	-0.001	-0.0033	-0.0074
Si	1.9405	10.0562	5.149	0.0075	-0.0232	-0.0143
Si	5.8029	10.0514	5.1637	0.0008	-0.0309	0.0145
Si	9.6703	10.0546	5.1452	-0.0055	-0.0104	-0.0095
Si	0.0783	0.0721	7.7297	0.0175	-0.0159	-0.0358
Si	3.9653	-0.1022	7.5606	0.004	-0.0056	-0.0316
Si	7.8071	-0.1485	7.5696	-0.0255	-0.0273	-0.0736
Si	1.9644	3.3283	7.406	-0.0285	-0.0285	-0.0855
Si	5.8064	3.2812	7.405	0.0186	-0.0496	-0.051
Si	9.6201	3.2916	7.472	0.0384	-0.0041	-0.0941
Si	0.0668	6.61	7.4744	0.0359	0.09	-0.1013
Si	3.9477	6.6687	7.4539	0.0612	0.0512	-0.0559
Si	7.7455	6.6642	7.4185	0.0094	0.0495	-0.0688
Si	1.9778	10.0403	7.53	0.0236	0.0569	-0.0435
Si	5.8353	10.0087	7.561	-0.0022	0.0508	-0.0862
Si	9.7207	10.0311	7.524	-0.018	0.0342	-0.0483
Si	0.021	2.4408	8.3693	0.0052	-0.0005	0.0117
Si	3.8689	2.1622	8.1796	0.0081	0.0067	0.0384
Si	7.6845	2.0881	8.2233	-0.046	0.0322	-0.1027
Si	2.0652	5.5293	8.2092	-0.0332	-0.0444	0.0581
Si	5.8593	5.505	8.2354	-0.0159	0.0011	-0.0153
Si	9.6619	5.5471	8.13	-0.0184	-0.0513	0.0813
Si	0.0523	8.8651	8.204	0.0058	-0.0545	0.0104
Si	3.9034	8.8701	8.2997	-0.0168	-0.0199	0.0048
Si	7.7817	8.8625	8.2508	0.0113	-0.0167	0.0373
Si	2.031	12.2572	8.4517	-0.0324	0.0034	0.0003
Si	5.8892	12.1789	8.4936	0.0133	0.032	0.0787
Si	9.7817	12.225	8.4789	0.0227	0.0223	0.0104
Si	-0.1234	2.414	12.1226	-0.0215	-0.1506	-0.0472
Si	4.4323	2.2086	10.4429	0.0904	-0.218	0.0907
Si	6.8273	2.0609	10.4037	-0.0739	0.0282	0.2604
Si	2.0283	5.2139	10.549	0.0828	0.033	0.1038
Si	5.9266	5.4354	10.5958	0.0091	-0.1747	0.0311
Si	9.7476	5.1766	10.4257	-0.0835	0.0286	0.0612
Si	0.0826	8.6444	10.5215	0.0096	0.0178	0.096
Si	3.9	8.5997	10.6528	-0.1121	-0.0901	0.0474
Si	7.8582	8.4877	10.5749	0.0595	-0.0537	0.0903
Si	2.1603	11.9448	10.8405	-0.0125	-0.0273	0.0336
Si	6.051	11.8452	10.9453	-0.037	-0.0528	0.0263
Si	9.8831	11.8354	10.8728	0.1126	-0.106	0.0737
Si	2.4653	0.4303	12.2257	0.0563	0.0575	-0.0873
Si	6.9772	0.3498	12.0723	0.0899	0.0013	-0.0436
Si	9.3128	0.1846	12.3418	-0.163	0.1627	-0.096
Si	0.0947	3.8513	10.3797	-0.0227	-0.0729	0.0565
Si	4.0686	4.2653	11.3784	-0.0716	0.0304	0.0352
Si	7.7645	4.0646	11.1874	0.0456	-0.0391	-0.0763
Si	1.8941	7.4374	11.335	0.0472	-0.0188	-0.0506
Si	5.8677	7.5709	11.3885	0.0272	0.1271	0.1203
Si	9.841	7.3911	11.2762	-0.0452	0.005	-0.0263
Si	0.2853	10.7609	11.5686	-0.0177	0.0148	-0.0889
Si	3.9986	10.7028	11.6531	0.0697	0.2107	0.1279
Si	8.0013	10.5809	11.5117	-0.1563	0.1128	0.1312
O	4.3831	3.9735	13.0149	-0.0161	0.0385	0.0603
O	5.8754	7.5554	13.0524	-0.0145	-0.0048	-0.0876
O	9.5363	0.0522	13.9758	0.128	-0.0004	0.1667
O	10.0298	7.5951	12.9217	-0.0103	-0.041	0.0086
O	2.7653	0.1914	13.8409	-0.0181	0.0367	0.0118
O	6.3833	0.7024	13.5922	-0.0643	-0.0079	0.1294
O	1.5934	7.4782	12.9823	0.0067	-0.0193	0.0128
O	0.6067	10.7319	13.2076	-0.027	0.0009	0.0436
O	3.7632	10.4928	13.3084	0.0246	-0.0453	-0.0775
O	-0.2281	3.1815	13.5551	-0.023	0.0393	0.0326
O	8.0395	3.6225	12.77	-0.0276	0.0558	0.0296
O	8.0188	10.5324	13.1962	0.0588	-0.0907	-0.0986
O	5.8593	3.4682	27.6612	-0.0406	0.0276	0.0366
O	1.3679	10.0732	27.7413	-0.0561	0.0553	0.1864
O	7.3321	0.4325	27.5088	-0.0252	0.014	-0.1035
O	12.006	7.0616	27.7027	-0.0358	-0.0133	0.0094
O	7.8968	7.1189	27.8415	-0.0106	0.0371	0.0938
O	1.3865	12.6045	26.9947	-0.0175	-0.0199	0.0328
O	0.4307	14.6113	28.2755	0.0692	-0.0161	0.1451
O	3.1258	6.9448	27.6612	-0.072	-0.0062	-0.039
O	5.8514	9.7246	27.7089	0.0289	0.0384	-0.0334
O	8.5431	4.5303	27.4617	-0.0008	0.0108	0.0132
O	4.4707	-0.5825	29.4882	-0.0508	0.0515	0.0177
O	4.6728	0.8892	27.24	0.0553	-0.0075	-0.0861
Si	8.0356	10.5418	19.3362	-0.0042	0.0292	0.0031
Si	4.4844	10.5907	14.7818	-0.0098	0.0358	-0.0067
Si	9.466	10.1584	27.0685	-0.0258	-0.0103	0.0149
Si	5.2568	7.7493	14.539	-0.0296	0.0117	0.0234
Si	3.08	1.1201	15.1738	0.0229	0.0136	0.003
Si	1.1059	7.7317	23.982	-0.0127	0.0088	-0.011
Si	9.0697	7.8618	22.2895	0.0124	0.0171	0.0193
Si	2.1218	10.4864	16.9564	0.0207	0.0162	0.0306
Si	11.6512	5.9554	16.1262	0.0166	-0.0242	0.0624
Si	6.4529	1.3871	21.3512	-0.0146	0.0079	0.0345
Si	5.8703	0.0414	15.0028	0.0256	-0.0024	-0.0354
Si	1.8641	10.6433	23.8097	0.0129	-0.0202	-0.0095
Si	10.8296	3.1754	15.0865	0.0295	-0.0545	-0.0359
Si	7.996	5.9045	26.7528	0.0033	-0.0283	0.0149
Si	2.1927	6.5332	21.322	-0.0079	0.0114	0.0182
Si	6.0101	0.214	26.5583	0.0017	0.0114	0.0308
Si	10.4175	0.126	15.3632	-0.0402	-0.0031	-0.058
Si	12.8443	3.828	21.6803	0.0072	-0.0067	0.0209
Si	8.117	4.3139	14.2274	0.0074	-0.0482	-0.0221
Si	-2.7728	2.8978	20.0702	-0.0032	0.0244	0.0084
Si	1.9932	13.4665	17.9555	0.0156	-0.0137	0.007
Si	10.1108	5.0726	21.5205	0.0015	0.019	0.0065
Si	11.6837	10.9166	14.7394	-0.0068	0.0118	0.0087
Si	5.8509	5.1262	15.9477	-0.0101	0.0041	0.0442
Si	8.0458	-1.1751	16.7093	-0.0385	0.0526	0.0064
Si	12.3042	11.1607	26.7028	0.0109	0.0116	-0.056
Si	10.3679	6.5323	18.676	0.0214	0.004	0.0167
Si	4.97	10.2016	23.7111	-0.0199	0.0096	-0.0031
Si	7.7213	5.3238	18.4254	-0.0002	-0.0052	0.0106
Si	0.0721	1.4086	20.1017	0.0242	-0.0082	0
Si	4.3166	8.4345	21.2679	0.0045	0.0151	0.0183
Si	1.8994	9.031	19.6901	0.0019	0.0117	-0.0041
Si	5.5827	4.2771	26.272	0.01	0.0029	-0.0019
Si	5.6447	15.4575	24.1905	-0.0039	0.0044	0.0024
Si	2.4539	2.1846	24.0616	0.0113	-0.0009	-0.0002
Si	7.004	7.9068	19.9784	0.0056	0.0121	0.0226
Si	1.4327	-0.0672	22.3042	0.0165	-0.0156	0.0182
Si	6.1725	11.885	21.4309	-0.0116	-0.0051	0.0204
Si	9.7066	7.7479	25.0392	0.0002	0.0149	0.0086
Si	8.6114	10.0259	14.6312	-0.0331	0.0743	-0.0388
Si	6.3864	10.538	26.3945	-0.0159	-0.0072	0.0286
Si	10.6177	9.3134	20.1097	-0.0087	-0.0088	0.0241
Si	3.9726	13.5286	20.3272	-0.0126	0.0025	-0.0079
Si	2.2439	6.7385	14.277	-0.005	0.0164	-0.0067
Si	1.7401	6.7497	26.7792	0.0439	0.0214	0.0531
Si	3.4963	4.0683	14.3913	-0.0209	-0.0702	-0.0124
Si	2.5062	3.9665	26.5724	0.0249	-0.0159	0.0353
Si	9.3048	7.1607	14.3164	0.0276	0.0508	0.011
O	7.1607	-2.5347	20.67	0.0114	-0.016	-0.0146
O	9.5176	-0.4598	16.6009	0.0181	0.0083	-0.0699
O	-0.1731	4.4347	22.2247	-0.0082	0.0023	-0.0029
O	1.7501	11.8644	17.7507	-0.0092	0.0238	-0.0131
O	6.4562	5.0098	17.4492	0.0203	0.0003	-0.0002
O	1.92	7.6332	25.4104	-0.0129	0.0038	-0.0316
O	10.1553	1.9605	19.7736	-0.0068	0.0013	-0.0103
O	4.8375	12.1447	20.5055	0.0042	0.0014	-0.0028
O	2.7684	2.6688	14.772	0.0434	0.0602	-0.025
O	1.0066	2.6655	20.5669	-0.0118	-0.0136	-0.0188
O	7.7582	-1.6786	18.2369	0.0085	-0.0121	-0.0206
O	5.9652	6.7091	15.5666	0.0085	-0.0064	-0.0337
O	4.0436	1.8341	23.9875	-0.0088	0.0028	0.0074
O	1.4954	5.2094	26.2581	-0.0046	-0.0162	0.0078
O	2.2485	9.3081	18.1017	-0.004	-0.0115	-0.0046
O	4.6528	0.9567	15.573	-0.029	0.0075	-0.0378
O	5.4559	8.3354	20.1303	0.0038	-0.002	-0.01
O	5.7221	12.0214	26.4199	0.0089	-0.0347	-0.0105
O	0.0727	4.3264	15.8808	-0.0017	0.0055	-0.0271
O	3.7566	6.9248	21.4913	0.0021	-0.0009	-0.0086
O	9.8564	8.801	26.2578	0.0002	-0.0103	-0.0088
O	8.3659	3.8845	18.8516	0.0058	-0.0053	-0.0055
O	3.9869	4.5541	26.1752	-0.0117	-0.0044	-0.0105
O	8.3438	5.9028	13.9868	-0.0063	-0.0022	-0.0014
O	6.7125	4.1304	14.9975	0.0103	0.0136	-0.0258
O	9.0566	3.8408	21.3819	0.0027	-0.0071	-0.0007
O	9.6287	10.5477	19.7089	-0.0032	-0.0046	-0.0059
O	9.0099	6.3704	25.5723	0.0079	0.0101	0.0076
O	10.9392	1.6486	15.6867	-0.0303	-0.0053	-0.0243
O	4.9881	1.3797	20.6177	0.0075	0.0017	-0.0075
O	7.1343	6.3246	19.5855	-0.0047	0.0084	-0.0022
O	8.8081	8.3725	23.8165	-0.0023	-0.0022	-0.0245
O	11.6254	6.1654	17.7303	-0.0165	0.0048	-0.0198
O	1.3477	6.7966	15.6206	-0.0149	-0.0063	-0.0188
O	8.406	8.4179	14.848	0.0162	-0.0258	-0.0296
O	10.2799	8.7277	21.6013	-0.0086	0.0045	-0.0112
O	1.0575	10.7731	25.1935	-0.0167	0.0097	0.053
O	5.783	-2.0423	22.911	0.0067	-0.0004	-0.0115
O	2.7735	0.1549	21.4142	0.0038	0.0014	0.004
O	0.5461	9.8743	20.0568	0.0004	-0.009	0
O	3.4728	10.7536	24.0721	0.0115	0.0041	0.0022
O	6.9847	-0.0375	16.1956	0.0458	-0.0472	0.0086
O	5.8228	9.799	25.0481	0.0076	0.0188	0.0386
O	7.8941	10.873	15.8102	0.0541	-0.0408	-0.0697
O	0.7157	0.7349	18.747	-0.0099	0.0069	0.0067
O	6.4756	5.6392	26.209	-0.0075	-0.0002	0.0162
O	10.3897	6.6803	15.4076	-0.0365	0.0161	-0.061
O	1.583	7.4587	20.0945	0.0094	0.0025	-0.0046
O	10.1999	10.2924	14.7738	-0.0191	0.0036	-0.0208
O	11.6867	12.5115	15.1462	-0.0503	0.005	-0.0327
O	4.3186	4.5972	15.7158	-0.0092	-0.0042	-0.0404
O	1.4516	9.1624	23.2673	-0.0062	-0.0022	0.0071
O	2.0737	4.9809	20.8892	0.0027	-0.002	-0.0101
O	10.4878	5.6444	20.035	0.0035	0.0038	-0.0063
O	10.6678	11.2573	26.8038	0.0166	0.003	0.0072
O	7.7145	8.067	21.4347	-0.0089	-0.0084	-0.0041
O	2.3516	5.1427	13.9576	0.0135	0.0049	-0.0156
O	2.106	3.3439	22.9702	-0.0106	0.0038	-0.0126
O	11.1652	7.449	24.3977	0.0281	0.0021	-0.006
O	6.953	13.2765	21.6896	0.0108	0.0046	-0.0126
O	0.1342	0.3357	21.365	-0.013	0.0177	-0.0125
O	5.3936	11.9188	14.7126	-0.0168	-0.0091	-0.0062
O	7.6276	8.9975	18.9074	-0.0056	-0.0076	-0.011
O	8.9981	6.1671	17.832	-0.0142	-0.0077	-0.0166
O	6.3736	15.6034	22.749	0.0061	-0.011	-0.029
O	3.3626	13.6639	18.8284	0.0002	0.0033	-0.0077
O	7.5423	1.972	20.3297	0.0072	-0.0016	-0.0153
O	1.5686	0.8625	23.6585	-0.003	0.0115	-0.0024
O	3.4855	10.6752	16.0718	-0.0092	-0.0007	-0.0269
O	6.2456	0.8214	25.0718	0.0011	-0.0054	0.0097
O	9.456	6.2738	22.3824	0.0027	-0.0136	-0.0087
O	1.4754	6.6789	22.792	0.0034	0.0025	0.0058
O	10.4005	8.118	19.0164	-0.0075	-0.0027	-0.0124
O	4.8471	8.9172	22.7219	0.0016	-0.0059	-0.0122
O	0.9665	10.1198	15.8544	-0.0138	0.0062	-0.045
O	3.6598	7.4501	14.5698	0.0139	-0.004	-0.0269
O	6.0198	3.4235	24.9744	-0.0039	-0.005	-0.0022
O	9.257	3.6	15.1336	-0.0132	0.0178	-0.0262
O	1.3326	-1.6253	22.7612	-0.0056	0.0163	-0.009
O	2.1173	2.6979	25.5933	0.0022	-0.01	-0.0265
O	5.4526	9.2921	15.0169	0.019	-0.0306	-0.0325
O	8.0211	10.6821	26.472	-0.0226	-0.0107	-0.0025
O	2.1897	0.7549	16.4846	-0.0179	-0.0146	0.0301
O	3.1661	9.4449	20.6516	0.001	-0.0051	-0.007
O	-22.0215	14.8284	12.1357	0.0947	-0.0641	0.0164
O	-1.0585	-10.1786	28.4759	0.0291	0.0229	0.0586
O	9.2406	-13.583	29.3319	0.0368	-0.0553	0.0158
O	21.7149	1.5401	11.8385	0.0922	0.0508	0.031
O	11.4845	2.1829	30.7818	-0.0067	0.0454	-0.064
O	3.8264	14.4582	11.5205	-0.0968	0.1744	-0.1134

Results
free energy: -217400.866 eV
free energy less fixed offsets of O -568.88, Si -635.61 eV per atom: -2.146 eV

The program warned: the cutoff lies below the one the program advises for these potential files; the exchange-correlation potential is rough where the density is thin.
